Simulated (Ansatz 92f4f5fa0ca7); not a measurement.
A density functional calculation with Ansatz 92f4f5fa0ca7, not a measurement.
Periodic cell of 223 atoms, Si133O90, from a study of silicon, its oxide and their interface. The atomic structure is a simulated model.
Doubt: the cutoff is far below the 930 eV that the study's wrapper takes by default for these files, so forces and energies are approximate.
This geometry differs little from another in the collection (a relaxation step or a small displacement).

Settings
functional: PBE
potential files: Ansatz PAW
basis: plane waves
wave-function cutoff: 580 eV
density cutoff ratio: 5
exchange-correlation grid ratio: 1
k mesh: 1 x 1 x 1, Gamma-centred
self-consistency stop: 5e-08 eV per atom in the density residual
occupations: fixed
spin: none
net charge: 0

Cell vectors (angstrom)
a 10.938 0 0
b 0 10.938 0
c 0 0 32.2307

Atoms: element, x, y, z (angstrom)
Si 0.1388 -0.2609 24.8687
Si 5.2416 0.0731 24.881
Si 3.13 2.4405 24.7438
Si 7.8392 2.9348 24.6842
Si -0.307 5.5688 24.5324
Si 5.8153 5.3889 24.5616
Si 2.3094 8.4182 24.7989
Si 8.5771 7.9207 24.9482
Si 1.3922 1.391 26.0166
Si 6.8036 1.3421 26.1076
Si 4.1802 4.1774 25.9401
Si 9.5206 4.0403 25.9726
Si 1.2696 6.7172 26.0162
Si 6.892 6.7918 26.12
Si 4.0088 9.4698 26.1139
Si 9.6564 9.5019 26.2819
Si 2.7158 0.0044 27.4519
Si 8.2109 -0.0053 27.4658
Si -0.0005 2.7354 27.3891
Si 5.4577 2.7718 27.4354
Si 2.7492 5.45 27.3764
Si 8.2402 5.4173 27.4562
Si 0.066 8.1077 27.5264
Si 5.4744 8.1703 27.4381
Si 4.1018 1.3673 28.8125
Si 9.5708 1.3673 28.8125
Si 1.3673 4.1018 28.8125
Si 6.8362 4.1018 28.8125
Si 4.1018 6.8362 28.8125
Si 9.5708 6.8362 28.8125
Si 1.3673 9.5708 28.8125
Si 6.8362 9.5708 28.8125
Si 0 0 30.1797
Si 5.469 0 30.1797
Si 2.7345 2.7345 30.1797
Si 8.2035 2.7345 30.1797
Si 0 5.469 30.1797
Si 5.469 5.469 30.1797
Si 2.7345 8.2035 30.1797
Si 8.2035 8.2035 30.1797
Si 1.3673 1.3673 31.547
Si 6.8362 1.3673 31.547
Si 4.1018 4.1018 31.547
Si 9.5708 4.1018 31.547
Si 1.3673 6.8362 31.547
Si 6.8362 6.8362 31.547
Si 4.1018 9.5708 31.547
Si 9.5708 9.5708 31.547
Si 2.7345 0 0.6835
Si 8.2035 0 0.6835
Si 0 2.7345 0.6835
Si 5.469 2.7345 0.6835
Si 2.7345 5.469 0.6835
Si 8.2035 5.469 0.6835
Si 0 8.2035 0.6835
Si 5.469 8.2035 0.6835
Si 4.1018 1.3673 2.0507
Si 9.5708 1.3673 2.0507
Si 1.3673 4.1018 2.0507
Si 6.8362 4.1018 2.0507
Si 4.1018 6.8362 2.0507
Si 9.5708 6.8362 2.0507
Si 1.3673 9.5708 2.0507
Si 6.8362 9.5708 2.0507
Si 0 0 3.418
Si 5.469 0 3.418
Si 2.7345 2.7345 3.418
Si 8.2035 2.7345 3.418
Si 0 5.469 3.418
Si 5.469 5.469 3.418
Si 2.7345 8.2035 3.418
Si 8.2035 8.2035 3.418
Si 1.3585 1.4333 4.8818
Si 6.8271 1.3596 4.9004
Si 4.064 4.0829 4.7602
Si 9.5508 4.0556 4.7825
Si 1.3697 6.913 4.7488
Si 6.8343 6.8182 4.7237
Si 4.0962 9.6135 4.8875
Si 9.5185 9.657 4.6728
Si 2.7446 0.1459 6.373
Si 8.3007 -0.0728 6.2456
Si -0.0587 2.812 6.3074
Si 5.3913 2.7881 6.2359
Si 2.6368 5.4365 6.0545
Si 8.1534 5.4126 6.0658
Si -0.0178 8.4095 5.9759
Si 5.5455 8.1551 6.1548
Si 4.0423 1.6476 7.8542
Si 9.7839 1.1667 7.6938
Si 0.8233 4.7152 7.4849
Si 6.6068 4.3297 7.5283
Si 4.3349 6.4707 7.2999
Si 9.563 6.9266 7.1026
Si 1.0672 9.867 7.5469
Si 7.3634 9.0354 7.4529
O 9.577 6.8134 24.1988
O 4.1675 1.2115 24.3792
O 8.5045 7.9146 7.9774
O 3.2281 2.449 9.073
O 6.8246 4.1381 24.1323
O 2.8263 7.6859 23.4271
O 5.4785 5.4663 7.9587
O 0.1448 0.1449 8.5489
O 7.1066 3.6603 8.941
O 6.7871 9.6252 8.8709
O 10.8117 6.0504 7.7768
O 1.5581 8.8445 8.7449
O 5.223 0.8367 8.6951
O 1.5145 4.4083 8.9195
O 8.9044 1.7021 8.9715
O 3.4564 6.935 8.6081
O 7.954 8.7936 23.7299
O 8.3225 2.1937 23.2933
O 5.4929 6.3062 23.2015
O 2.8292 2.9948 23.2182
O 12.187 -1.347 24.2778
O 0.0714 4.8778 23.0537
O 4.0393 7.4333 21.1884
O 10.9687 21.0558 20.808
Si 5.3902 4.8429 16.6895
Si 0.5373 8.7711 20.0793
Si 6.0764 9.3393 12.1244
Si 13.363 4.9 12.6758
Si 8.6935 3.0128 12.8214
Si 9.8941 0.0462 12.7472
Si 2.0513 3.2612 9.9046
Si 2.5918 -3.726 21.8932
Si 17.707 7.0372 15.5116
Si 7.0879 11.1238 18.6441
Si 8.5425 3.2152 9.6402
Si 3.4814 13.1206 14.0165
Si 5.8158 0.476 14.3519
Si 6.9759 5.9691 19.2523
Si 0.8218 4.7769 21.5807
Si 13.6709 -0.9795 18.2259
Si 3.332 2.8249 17.0738
Si 5.3903 10.2955 9.336
Si 9.5189 6.5744 16.5251
Si 16.4796 7.0698 21.7359
Si 9.7948 4.7954 19.0683
Si 1.886 -0.3179 12.7042
Si 5.2037 20.5226 16.5886
Si 8.4623 8.1389 12.9614
Si 11.4231 0.5536 10.2595
Si 7.0114 9.6039 22.7088
Si 11.3285 11.6833 20.8813
Si -0.6013 -5.2169 13.55
Si 4.4386 1.1706 19.5755
Si 3.0072 8.3236 9.2835
Si 1.0049 1.3408 17.8128
Si 3.3823 7.9206 12.3893
Si 2.528 2.3222 21.7675
Si 7.3188 2.7306 15.3644
Si 8.8131 8.4486 18.5937
Si 9.0502 0.9184 22.5956
Si 9.2484 2.2161 17.5227
O 6.1677 8.3171 16.3046
O 5.0162 1.7268 13.6536
O 13.1225 5.6542 21.7398
O 6.495 10.4463 13.2413
O 2.5338 9.1583 13.1146
O 1.6548 0.9387 21.9144
O 2.9118 8.0377 10.8515
O 3.5458 -0.2045 19.4257
O 10.3228 -4.7099 15.1343
O 9.5959 -3.9732 12.7181
O 3.8372 4.3765 16.9265
O 8.2131 9.9441 18.9065
O 9.4112 8.1539 17.0601
O 14.3242 2.0624 15.6342
O 7.476 7.6097 14.1628
O 11.8774 5.4376 13.1
O 4.9506 8.2773 12.6396
O 6.1917 6.0383 20.6694
O 9.919 14.1834 18.592
O 5.5303 5.9573 15.4787
O 7.5648 7.4429 18.8806
O 1.6007 8.9673 18.8507
O 12.3703 3.3428 21.109
O 8.2651 3.0294 11.2571
O 10.0786 -2.8442 19.5783
O -0.1924 -5.7731 20.3474
O 6.0533 10.5766 17.5336
O 3.253 6.3309 12.7893
O 6.031 0.7578 19.7991
O 10.1586 5.716 17.7579
O 1.7156 -0.23 11.0392
O 8.2308 4.9667 19.4831
O 6.1637 14.4327 16.2032
O 11.8022 1.2193 19.4175
O 7.4261 14.2052 13.8287
O 4.8484 10.4282 15.2365
O 9.6617 4.2765 13.2108
O 8.7364 2.9461 16.1565
O 7.9477 6.1781 16.2689
O 4.2535 2.0692 18.2108
O 4.0891 9.456 8.8365
O 5.4325 -0.6761 10.9498
O 9.9503 12.4289 21.353
O 1.7546 2.7656 17.5093
O 10.0986 0.2469 23.6512
O 6.3791 8.4855 21.7033
O 2.499 4.116 11.2275
O -1.6464 1.506 13.201
O 2.6318 11.9776 13.2122
O -0.4636 23.0849 17.1183
O 7.9588 10.7628 22.0403
O 6.9803 1.1279 15.2918
O 1.9463 0.1088 17.2872
O 9.7066 4.243 9.3045
O 14.7409 9.1292 17.3064
O 0.4275 -0.1792 13.4038
O 10.0751 0.1569 11.0978
O 7.4066 -2.4887 11.7269
O 0.8819 2.142 10.2644
O 3.869 2.0321 20.8637
O 16.7212 10.3334 23.4838
O 1.3234 7.9568 21.2249
O 5.9488 5.4222 18.1116
O 13.9939 3.7316 13.6588
O 7.9694 1.4686 18.1843
O 9.131 -1.3217 13.226

Results
free energy: -135730.802 eV
free energy less fixed offsets of O -568.88, Si -635.61 eV per atom: 4.528 eV

Forces (eV/angstrom), in the order of the atoms: element, x, y, z
Si 0.0182 -0.0457 -0.1189
Si -0.056 0.0384 -0.1392
Si 0.0136 -0.0312 -0.131
Si -0.0337 0.0018 -0.0985
Si -0.0615 0.0311 -0.0927
Si 0.0224 0.0295 -0.0484
Si -0.0244 0.0603 -0.154
Si -0.0087 0.0125 -0.1525
Si 0.0282 -0.0341 -0.0431
Si 0.0006 0.0092 -0.036
Si 0.052 0.0033 -0.0252
Si -0.0467 -0.0172 -0.0643
Si -0.0228 -0.0022 -0.0695
Si 0.0195 0.0305 -0.0717
Si -0.0309 0.0192 -0.0323
Si -0.018 0.0001 -0.0588
Si 0.0104 0.0024 0.0251
Si -0.0052 0.0098 0.0012
Si -0.0029 0.0014 0.0119
Si -0.0092 -0.0159 0.0029
Si 0.0187 -0.0059 0.0108
Si 0.0155 -0.0063 0.0137
Si 0.0046 0.0075 0.0341
Si 0.0138 0.0111 0.0122
Si -0.0715 0.1706 -0.0771
Si 0.1303 0.136 -0.1131
Si 0.0482 -0.0075 -0.4206
Si 0.0899 -0.1221 0.1493
Si -0.1092 -0.1966 -0.1867
Si -0.0801 -0.3718 0.4181
Si 0.2313 -0.1114 0.3124
Si -0.1603 -0.0268 -0.0434
Si -0.0436 -0.0539 -0.0146
Si 0.0056 0.0002 -0.0222
Si -0.032 -0.0612 -0.0292
Si -0.0486 0.0318 0.0059
Si -0.109 0.0545 0.0166
Si -0.0179 -0.022 -0.0236
Si 0.0453 0.1343 0.0127
Si -0.003 -0.0744 -0.029
Si 0.0572 0.0316 0.0066
Si 0.0352 -0.024 -0.023
Si 0.0165 0.0045 -0.0154
Si 0.0845 -0.0379 -0.0254
Si 0.0235 -0.0292 -0.0418
Si -0.0316 0.038 -0.0092
Si -0.0081 -0.068 -0.018
Si -0.0458 0.0026 -0.0086
Si 0.0204 -0.0701 -0.0012
Si -0.0056 0.0045 0.04
Si -0.1631 0.0678 0.0164
Si 0.0078 0.0119 0.0139
Si -0.031 0.0543 0.0216
Si 0.0259 -0.001 0.0052
Si 0.0151 -0.0299 0.0246
Si -0.0192 0.0488 0.0099
Si -0.0719 0.0156 0.0375
Si 0.0924 0.0108 -0.0277
Si 0.0775 -0.0178 0.0177
Si -0.1088 -0.0475 0.0277
Si 0.1035 0.009 0.0043
Si -0.0429 0.0003 0.0037
Si 0.1445 0.1184 0.0326
Si 0.0029 -0.1474 0.0019
Si 0.3722 0.7384 -0.1583
Si 0.0354 0.0449 0.6479
Si -0.1546 -0.254 -0.0871
Si -0.2661 -0.3989 0.187
Si -0.1087 0.0413 0.2588
Si -0.3019 -0.1716 -0.2708
Si 0.3492 0.5153 0.0136
Si -0.1667 -0.0524 -0.4683
Si -0.0754 -0.0167 0.0203
Si -0.0139 0.0507 -0.0028
Si -0.0029 0.0295 -0.0416
Si -0.0297 -0.0032 -0.041
Si 0.0748 0.0007 -0.0407
Si 0.0031 -0.012 -0.0109
Si -0.0054 -0.0532 0.0469
Si 0.034 0.0219 -0.05
Si 0.0055 0.0577 0.1319
Si 0.0304 -0.0864 0.0697
Si 0.0684 0.0083 0.1765
Si 0.0111 0.0149 0.0136
Si -0.021 0.0459 0.0912
Si -0.0449 -0.0276 0.1509
Si -0.0455 0.03 0.0772
Si -0.0415 -0.0061 0.0527
Si 0.1043 -0.0405 0.0695
Si -0.9137 0.8459 -0.0576
Si -0.3992 0.0358 0.5357
Si 0.1103 -0.0626 0.4042
Si 0.0703 -0.0945 0.1092
Si 0.151 -0.1991 0.4031
Si 0.519 -0.6399 -0.3971
Si 0.1228 -0.168 0.1663
O -0.0273 0.0077 0.2318
O -0.0049 0.0488 0.1624
O -0.0597 0.1305 -0.3434
O 0.035 -0.0965 -0.1535
O 0.0209 -0.0336 0.1584
O 0.0116 0.0203 0.1176
O -0.1445 0.0744 -0.2815
O 0.1006 -0.0723 0.5046
O -0.4767 -0.1373 -0.3883
O -0.069 0.0266 -0.0392
O 0.1148 0.1397 -0.484
O -0.2261 0.2788 -0.1306
O -0.0498 -0.0542 -0.0569
O 0.2444 -0.1197 -0.0636
O 0.2276 -0.742 -0.4171
O -0.0772 0.1328 -0.0168
O -0.0082 0.0042 -0.0092
O 0.0045 0.0033 0.0591
O 0.0048 -0.1156 0.1429
O 0.0171 0.0326 0.1614
O 0.0253 -0.0271 0.2225
O -0.0436 0.0486 0.2275
O 0.0092 0.0052 0.0622
O -0.0021 0.0154 0.0373
Si 0.0555 -0.0123 -0.019
Si 0.0221 0.0291 -0.0508
Si 0.0996 -0.0986 0.1038
Si -0.0934 0.0688 0.0443
Si -0.0334 0.1732 -0.3646
Si -0.1074 0.0405 0.2852
Si -0.1164 0.3747 -0.1445
Si -0.0673 0.0239 -0.174
Si 0.0435 0.0688 -0.0525
Si 0.0009 0.0215 -0.0362
Si 1.5339 1.6222 -0.3628
Si 0.0405 0.0333 0.0057
Si 0.0591 -0.0235 0.0169
Si 0.075 -0.0076 -0.0039
Si 0.0482 0.0615 -0.1503
Si 0.0094 0.0048 0.0094
Si -0.0104 -0.0112 0.0292
Si 0.0954 0.069 0.0931
Si 0.0443 0.0012 -0.0276
Si -0.0207 -0.0618 -0.1459
Si -0.055 0.0014 -0.0558
Si 0.0079 -0.0674 0.3149
Si -0.0021 0.0155 0.0075
Si 0.0049 -0.1266 -0.0766
Si 0.0503 0.3989 0.9137
Si -0.0018 -0.0416 0.0585
Si 0.0668 -0.0128 -0.078
Si -0.0843 -0.0557 -0.1455
Si -0.009 -0.0475 -0.025
Si 0.1261 -0.1453 0.1552
Si -0.054 -0.0285 0.0057
Si 0.0647 -0.0446 0.135
Si -0.0306 -0.1343 -0.1539
Si 0.0342 0.022 -0.0457
Si 0.0009 -0.0056 0.0031
Si 0.1312 0.0605 -0.0551
Si -0.0165 -0.0105 -0.035
O -0.0055 -0.0265 -0.0129
O -0.0427 0.0166 -0.0036
O 0.0235 -0.0241 0.0609
O -0.0024 -0.0124 -0.0329
O -0.0229 0.0737 -0.0586
O -0.0007 -0.0012 0.0258
O -0.0224 0.0315 -0.158
O 0.0344 0.0156 0.019
O -0.0002 0.031 0.0753
O -0.0079 0.0557 0.0358
O -0.0012 0.0062 -0.0099
O -0.0063 0.0017 0.011
O 0.0027 -0.0209 -0.023
O -0.0013 -0.0215 -0.0122
O -0.0413 0.0096 0.0302
O 0.0825 -0.0241 -0.011
O -0.0411 0.0189 -0.0478
O -0.0244 0.0317 0.0694
O 0.0237 0.0121 0.0267
O -0.0071 0.0007 0.0191
O -0.0184 -0.0001 0.0139
O 0.0031 -0.0045 -0.0016
O -0.0223 0.0066 0.0345
O -0.2451 -0.3613 0.426
O 0.0068 0.0084 0.0114
O 0.0418 -0.0182 0.0972
O -0.0048 0.0051 0.0107
O -0.0008 0.0244 -0.041
O -0.0099 -0.0095 0.0007
O 0.0169 -0.0032 0.0139
O -0.1494 0.0636 -0.4204
O -0.0146 0.0057 -0.0092
O -0.0217 0.012 0.0169
O -0.0082 0.0168 0.0554
O -0.0139 0.0027 0.0777
O -0.0077 0.0157 -0.0107
O 0.0072 -0.0092 0.1015
O -0.0097 0.008 0.009
O -0.0333 -0.0152 0.0157
O -0.0026 0.0243 -0.0017
O -0.0846 -0.0166 -0.0513
O -0.0371 0.0292 -0.1205
O -0.0972 -0.0215 0.0969
O 0.0316 0.0168 -0.0171
O 0.0231 0.0154 0.0526
O 0.0504 0.0515 0.0498
O -0.0272 -0.1033 -0.0878
O 0.0958 -0.1731 -0.0328
O -0.0249 -0.0526 -0.0651
O 0.0232 0.0014 -0.01
O -0.0276 -0.0271 0.0082
O -0.0301 -0.006 -0.0058
O -0.0029 0.0175 -0.0256
O -0.5362 -0.7447 -0.1632
O 0.0188 0.0019 -0.0188
O 0.0312 0.0067 -0.0745
O 0.2287 -0.001 -0.4888
O -0.0371 0.0617 0.015
O -0.0589 -0.5172 -0.1537
O -0.0297 0.0223 0.0469
O 0.0288 -0.0041 0.0684
O 0.0257 -0.0087 0.0628
O -0.036 0.0008 0.0149
O 0.0215 -0.0365 0.0057
O -0.0103 -0.0121 0.0334
O 0.0497 0.1009 -0.0394

The program warned: the cutoff lies below the one the program advises for these potential files; the exchange-correlation potential is rough where the density is thin.
